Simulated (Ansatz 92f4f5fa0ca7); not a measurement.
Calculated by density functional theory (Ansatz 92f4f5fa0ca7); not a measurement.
Periodic cell of 171 atoms, Si99O72, from a study of silicon, its oxide and their interface. The atomic structure is a simulated model.

Settings
functional: r2SCAN
potential files: Ansatz norm-conserving
basis: plane waves
wave-function cutoff: 1300 eV
density cutoff ratio: 4
exchange-correlation grid ratio: 1
k mesh: 2 x 2 x 1, shifted by 0.5 0.5 0.5 of a step
self-consistency stop: 5e-08 eV per atom in the density residual
occupations: Fermi-Dirac, 0.05 eV
spin: none
net charge: 0

Cell vectors (angstrom)
a	11.5403	0	0
b	0	11.5403	0
c	2.6897	-1.2714	23.5206

Atoms: element, x, y, z (angstrom)
Si	0.2806	0.1515	-0.0453
Si	0.0563	3.2068	0.6061
Si	-0.2766	6.3127	0.2629
Si	4.0279	-1.7009	-0.0089
Si	4.0318	3.7638	0.5222
Si	3.8615	6.8148	0.7042
Si	8.3209	-0.866	-0.1024
Si	7.6282	3.3373	0.6612
Si	7.69	6.4525	0.7428
Si	2.1334	-0.73	1.265
Si	2.0696	3.1921	1.773
Si	1.7487	6.9201	1.6604
Si	6.0538	-0.9583	1.2228
Si	5.7636	3.1581	2.0153
Si	5.7829	6.8998	1.9917
Si	9.9909	-0.5174	1.491
Si	9.6563	3.0269	1.8541
Si	9.669	6.891	1.9154
Si	2.1745	1.0731	2.8974
Si	1.9739	5.0835	3.1274
Si	1.912	8.9848	2.8689
Si	5.8674	0.9595	2.8625
Si	5.8299	5.0299	3.3433
Si	5.9558	8.9578	3.0121
Si	9.754	1.1061	3.1167
Si	9.6947	4.9767	3.2108
Si	9.8234	9.045	2.9476
Si	0.2125	1.0672	4.3482
Si	0.0973	5.0469	4.5023
Si	0.1179	9.0104	4.4005
Si	4.0236	0.9816	4.3425
Si	3.8644	5.0499	4.5521
Si	3.9165	8.9706	4.2904
Si	7.7453	1.0643	4.3469
Si	7.7951	5.0501	4.5813
Si	7.8713	8.9806	4.3765
Si	0.1235	-0.7234	5.9441
Si	0.1663	3.0185	5.6233
Si	0.105	7.0677	5.7279
Si	3.9434	-0.8084	5.9293
Si	3.9933	2.9489	5.6369
Si	3.8882	7.0791	5.7148
Si	7.7194	-0.736	5.8846
Si	7.8032	3.0176	5.6826
Si	7.8417	7.0638	5.755
Si	2.0525	-0.8358	7.3987
Si	2.0763	2.8748	6.949
Si	1.9893	7.0485	7.1229
Si	5.8519	-0.7991	7.426
Si	5.8988	2.9121	7.0371
Si	5.8528	7.0241	7.0238
Si	9.6144	-0.6364	7.2567
Si	9.7785	3.1908	6.9314
Si	9.7564	7.1557	7.1257
Si	2.044	1.2008	8.6207
Si	2.1812	4.9003	7.974
Si	1.9566	8.7441	8.8715
Si	5.9111	1.2617	8.7712
Si	5.9632	4.9568	8.0748
Si	5.804	8.6559	8.7266
Si	9.6577	1.4454	8.4021
Si	9.9152	5.1552	8.2714
Si	9.5257	8.9732	8.643
Si	11.5507	1.7861	9.7063
Si	11.997	4.8083	9.4545
Si	11.3338	8.904	10.0995
Si	3.9162	1.7873	9.9699
Si	4.0367	4.819	9.3578
Si	3.9723	7.8784	10.0816
Si	7.916	2.073	9.9154
Si	7.8717	5.0866	9.3642
Si	7.692	8.1034	10.0823
Si	14.5001	8.6355	12.7277
Si	9.8143	1.337	12.1617
Si	11.5932	5.4549	14.4352
Si	6.8206	4.1031	17.2677
Si	7.2628	7.711	15.816
Si	13.9848	7.1949	15.5009
Si	11.3767	10.4316	20.4051
Si	3.8103	-0.0841	15.4206
Si	9.4098	4.4491	16.0466
Si	10.5905	10.137	12.8479
Si	14.3557	-1.4428	20.3438
Si	0.5772	6.7755	11.6892
Si	6.5777	10.4553	15.22
Si	7.9633	8.8306	13.1882
Si	4.739	6.0628	16.775
Si	8.7075	6.0739	18.0449
Si	8.0994	-1.9286	21.3129
Si	8.8944	0.1396	19.4574
Si	3.4919	8.2903	18.075
Si	-0.5087	2.6104	14.641
Si	4.5879	-0.4582	18.1975
Si	3.2115	0.3436	12.7549
Si	8.4103	0.9562	22.0798
Si	11.8121	6.5862	22.2472
Si	10.2064	7.7872	20.2279
Si	1.0496	0.0457	14.3814
Si	7.1039	0.9282	17.3816
O	7.1348	2.7053	-0.7925
O	0.386	-0.462	-1.5952
O	9.2367	6.9499	19.2638
O	3.079	-1.284	12.7066
O	4.9529	10.3151	15.1765
O	11.2464	9.9755	11.366
O	9.8555	5.0389	17.5091
O	4.2918	6.8661	18.1368
O	4.0043	-1.2207	-1.6256
O	15.6878	8.2254	11.6998
O	3.9455	8.176	-0.2547
O	7.5999	7.6086	14.2159
O	7.8417	4.898	0.2589
O	10.9511	9.0794	19.5812
O	3.4662	5.9585	15.778
O	6.0899	0.1123	18.3591
O	3.974	0.4495	16.9599
O	7.2034	10.1816	13.7437
O	7.0534	1.5827	22.7077
O	1.6675	0.7885	13.0539
O	0.1792	1.2113	15.0958
O	10.045	5.46	14.9442
O	11.0495	1.1404	11.1304
O	7.7731	7.1153	-0.7563
O	9.5904	8.9383	13.2612
O	7.7682	6.4553	10.3087
O	8.3876	1.5265	11.4122
O	13.9462	8.1404	16.8448
O	-0.9705	7.0971	-1.0608
O	9.7025	11.4806	12.9587
O	5.2837	4.5614	17.0463
O	7.5433	8.6681	11.6313
O	5.8729	6.9372	16.0329
O	6.966	0.3818	15.8452
O	7.4341	5.1046	18.4332
O	-0.1121	4.6962	-0.1821
O	8.1647	-1.3074	19.7979
O	11.7517	3.3582	10.1777
O	2.8225	8.6784	19.5105
O	8.3662	7.1055	16.8316
O	-0.6237	7.4793	10.8547
O	1.5972	7.9625	12.1167
O	4.0015	5.3355	-0.0836
O	10.0006	2.9553	15.852
O	10.495	0.0638	19.716
O	10.1837	2.4926	13.2521
O	8.5998	0.5783	17.9303
O	12.0818	3.8815	14.5334
O	2.2313	-0.5093	15.3593
O	-0.0015	5.9396	12.9143
O	7.1581	9.2925	16.2013
O	9.1077	-2.2773	-0.4586
O	12.7166	5.7089	10.6392
O	12.5347	6.5029	15.2502
O	4.0281	6.2183	10.2225
O	3.8291	0.9765	11.4188
O	11.1157	10.2992	22.0141
O	7.799	3.7011	10.2768
O	11.747	10.255	13.9929
O	15.3964	-0.3776	19.6513
O	3.9546	3.4322	10.3151
O	4.5344	9.5098	17.7636
O	0.1801	1.814	-0.3268
O	8.4147	-0.6591	22.2899
O	4.0346	0.8673	14.0932
O	11.4393	6.8372	20.6903
O	9.205	-3.1482	21.3958
O	8.3349	1.2781	20.4818
O	7.7794	4.3766	15.9546
O	6.8331	2.5131	17.5428
O	12.9135	10.8059	20.1394
O	14.5543	8.0695	14.2511

Results
free energy: -45071.678 eV
free energy less fixed offsets of O -463.61, Si -117.95 eV per atom: -14.708 eV
pressure: -1.37 GPa
stress xx, yy, zz, yz, xz, xy (GPa, positive in tension): 0.39, 2.06, 1.67, 0.2, 0.02, 0.26

Forces (eV/angstrom), in the order of the atoms: element, x, y, z
Si	0.1644	0.0382	-0.4687
Si	0.0892	0.1605	-0.627
Si	-0.3627	-0.1858	-0.2142
Si	-0.1642	-0.3037	-0.5346
Si	-0.0713	0.143	-0.7281
Si	-0.0285	-0.0504	-0.704
Si	0.0297	0.0815	0.0253
Si	-0.3046	0.2786	-0.6948
Si	0.0345	-0.2153	-0.6668
Si	0.0563	-0.0635	-0.0471
Si	0.2018	0.0053	-0.1906
Si	0.0433	-0.1032	-0.3938
Si	0.1595	-0.1796	-0.0982
Si	0.0043	-0.0039	-0.2252
Si	0.0992	-0.2022	-0.2467
Si	-0.1444	0.0999	-0.2767
Si	-0.1545	0.1862	-0.0524
Si	-0.0325	0.0082	-0.1047
Si	-0.1176	-0.0272	-0.0487
Si	-0.0844	0.0641	0.1842
Si	-0.0008	0.1292	-0.0143
Si	-0.0029	-0.2178	-0.1864
Si	0.1946	0.1975	0.3458
Si	-0.0191	0.3191	0.0785
Si	0.0583	-0.2272	0.1249
Si	-0.1998	-0.0969	0.23
Si	-0.1409	-0.0516	-0.1429
Si	0.0144	0.0357	-0.0519
Si	0.0897	-0.038	-0.1303
Si	0.12	-0.0465	0.0677
Si	0.0006	0.0861	0.0987
Si	-0.1073	-0.0327	-0.0531
Si	0.0676	-0.0621	-0.0851
Si	0.1036	0.0371	-0.0214
Si	-0.0627	-0.0313	-0.2659
Si	-0.0216	0.0182	-0.0733
Si	-0.0564	-0.0558	0.0675
Si	0.0695	-0.0659	0.2036
Si	-0.084	0.0915	0.0254
Si	-0.0765	0.0332	-0.0179
Si	0.0475	-0.1525	0.0492
Si	0.074	0.1502	0.1369
Si	-0.0081	-0.0173	0.0048
Si	-0.0854	-0.1013	0.0765
Si	0.0393	0.1047	0.1413
Si	-0.0202	-0.1015	0.0184
Si	-0.1117	-0.2083	-0.314
Si	0.0085	0.3174	-0.0876
Si	0.053	-0.0566	0.0988
Si	0.0939	-0.0929	-0.2664
Si	-0.0659	0.1534	-0.2771
Si	0.1	0.0903	-0.0377
Si	0.0466	-0.0137	-0.2222
Si	0.0375	0.1279	-0.2207
Si	-0.0977	0.141	0.2329
Si	0.127	0.0122	0.2023
Si	-0.0315	-0.2456	0.1638
Si	-0.0031	0.1464	0.0731
Si	-0.1394	0.1201	0.1822
Si	0.0297	-0.1414	0.2555
Si	-0.009	0.0009	0.2178
Si	0.2086	-0.154	0.3106
Si	0.0185	-0.1066	0.2589
Si	-0.2064	0.0731	0.81
Si	0.0058	-0.1814	0.467
Si	-0.2539	0.0763	0.2888
Si	0.0332	0.2728	0.6511
Si	0.0028	-0.1274	0.6487
Si	0.0852	-0.373	0.3614
Si	0.3015	0.1504	0.7404
Si	0.0122	0.0199	0.9029
Si	-0.1259	-0.0932	0.4319
Si	0.0703	0.1247	0.3689
Si	0.1047	-0.009	0.2498
Si	-0.0118	-0.1738	0.2774
Si	0.0375	-0.0769	-0.0286
Si	0.1416	-0.0341	0.1436
Si	-0.2843	-0.1175	0.2028
Si	0.0139	0.1825	-0.6195
Si	-0.165	-0.0314	0.1967
Si	0.2464	-0.1723	-0.0644
Si	0.0108	-0.0359	0.3445
Si	-0.2081	0.2064	-0.2718
Si	-0.2683	-0.3443	0.0997
Si	0.0498	0.1337	0.1603
Si	0.1908	0.0397	0.2128
Si	0.0599	-0.1387	-0.027
Si	0.1375	0.0236	0.1059
Si	-0.037	0.0235	-0.4283
Si	0.1753	0.17	-0.5603
Si	-0.0707	-0.0094	-0.0221
Si	0.147	-0.0987	0.2518
Si	0.1232	0.2205	0.0171
Si	-0.1896	0.2948	0.19
Si	0.0661	0.258	-0.2295
Si	-0.0671	-0.2236	-0.192
Si	-0.1034	0.0779	-0.509
Si	-0.0805	0.0724	0.4239
Si	0.3179	-0.1036	-0.0798
O	-0.103	-0.0504	0.4161
O	-0.1781	0.2251	0.3894
O	0.1318	0.0868	0.1503
O	-0.0024	-0.1222	-0.041
O	0.0169	0.1816	0.0143
O	0.0177	-0.3067	-0.3887
O	-0.5893	0.1259	-0.2566
O	-0.0501	0.1093	-0.343
O	0.2726	0.0189	0.5519
O	-0.2106	0.0392	-0.4769
O	0.0484	0.6066	0.6122
O	-0.0282	0.3806	0.0202
O	-0.0937	0.0455	0.5592
O	-0.0902	-0.01	0.507
O	0.0861	0.3184	0.1846
O	-0.1295	-0.0195	-0.1403
O	0.1433	-0.3264	-0.0533
O	0.0427	-0.2568	0.0862
O	0.1826	0.0384	0.3787
O	0.2292	-0.2528	0.0347
O	0.0098	0.0573	-0.3798
O	0.2276	-0.2152	0.0718
O	0.0342	0.2014	-0.2619
O	0.3197	0.1648	0.3885
O	-0.0787	0.1187	-0.2502
O	0.0794	0.2759	-0.5678
O	-0.0263	0.1139	-0.5337
O	0.3772	-0.1533	0.0389
O	-0.0792	0.0006	0.3133
O	0.1791	-0.0045	-0.1939
O	0.1738	0.2553	0.0021
O	0.1571	-0.1617	-0.455
O	-0.0247	-0.018	0.1056
O	-0.134	-0.2047	0.1146
O	0.0457	-0.0208	-0.4017
O	0.1028	0.2168	0.5079
O	0.1072	0.0019	0.5646
O	0.0213	-0.1847	-0.6039
O	0.1752	0.2601	0.0109
O	-0.1996	-0.2021	-0.0384
O	0.3504	0.3402	-0.0848
O	0.0808	-0.0973	0.0263
O	-0.0832	-0.2058	0.8064
O	0.0125	0.3332	-0.2599
O	-0.2417	-0.3034	0.3384
O	0.0349	-0.2931	-0.2079
O	-0.3725	-0.0437	0.3115
O	-0.4067	0.1321	-0.0656
O	0.2224	0.1883	-0.2953
O	0.1618	0.221	-0.1251
O	-0.1418	-0.0927	-0.3395
O	-0.0875	0.0447	-0.3201
O	-0.2247	0.1446	-0.087
O	0.0784	-0.0414	-0.2456
O	-0.1424	0.5437	-0.2931
O	0.0185	0.2259	-0.4382
O	0.042	-0.3522	0.5234
O	0.0118	-0.3733	-0.662
O	-0.0833	0.1891	-0.4184
O	-0.0728	-0.4126	-0.1246
O	0.0123	-0.1543	-0.7104
O	-0.233	0.0347	0.1397
O	-0.0281	-0.4101	0.4715
O	-0.0056	-0.0571	-0.1373
O	-0.2026	-0.3964	-0.1547
O	0.0699	0.1478	0.4432
O	-0.0397	0.1667	0.003
O	0.1147	-0.4476	0.4271
O	0.0739	0.0156	0.3705
O	0.0086	0.1148	-0.0507
O	0.038	-0.3335	0.2931
O	-0.0676	0.0343	-0.374
